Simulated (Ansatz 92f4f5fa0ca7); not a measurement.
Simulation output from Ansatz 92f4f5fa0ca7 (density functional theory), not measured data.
Periodic cell of 351 atoms, Si241O110, from a study of silicon, its oxide and their interface. The atomic structure is a simulated model.
Doubt: the cutoff is far below the 930 eV that the study's wrapper takes by default for these files, so forces and energies are approximate.
This geometry differs little from another in the collection (a relaxation step or a small displacement).

Settings: functional PBE; potential files Ansatz PAW; basis plane waves; wave-function cutoff 580 eV; density cutoff ratio 5; exchange-correlation grid ratio 1; k mesh 1 x 1 x 1, Gamma-centred; self-consistency stop 5e-08 eV per atom in the density residual; occupations fixed; spin none; net charge 0.

Cell vectors (angstrom)
a  11.6015  0  0
b  0  13.3963  0
c  0  0  40.0929

Atoms: element, x, y, z (angstrom)
Si  0  2.2327  1.1851
Si  3.8672  2.2327  1.1851
Si  7.7343  2.2327  1.1851
Si  1.9336  5.5818  1.1851
Si  5.8008  5.5818  1.1851
Si  9.6679  5.5818  1.1851
Si  0  8.9308  1.1851
Si  3.8672  8.9308  1.1851
Si  7.7343  8.9308  1.1851
Si  1.9336  12.2799  1.1851
Si  5.8008  12.2799  1.1851
Si  9.6679  12.2799  1.1851
Si  1.9336  1.1164  1.9745
Si  5.8008  1.1164  1.9745
Si  9.6679  1.1164  1.9745
Si  0  4.4654  1.9745
Si  3.8672  4.4654  1.9745
Si  7.7343  4.4654  1.9745
Si  1.9336  7.8145  1.9745
Si  5.8008  7.8145  1.9745
Si  9.6679  7.8145  1.9745
Si  0  11.1635  1.9745
Si  3.8672  11.1635  1.9745
Si  7.7343  11.1635  1.9745
Si  1.9336  1.1164  4.3426
Si  5.8008  1.1164  4.3426
Si  9.6679  1.1164  4.3426
Si  0  4.4654  4.3426
Si  3.8672  4.4654  4.3426
Si  7.7343  4.4654  4.3426
Si  1.9336  7.8145  4.3426
Si  5.8008  7.8145  4.3426
Si  9.6679  7.8145  4.3426
Si  0  11.1635  4.3426
Si  3.8672  11.1635  4.3426
Si  7.7343  11.1635  4.3426
Si  0  0  35.7523
Si  3.8672  0  35.7523
Si  7.7343  0  35.7523
Si  1.9336  3.3491  35.7523
Si  5.8008  3.3491  35.7523
Si  9.6679  3.3491  35.7523
Si  0  6.6981  35.7523
Si  3.8672  6.6981  35.7523
Si  7.7343  6.6981  35.7523
Si  1.9336  10.0472  35.7523
Si  5.8008  10.0472  35.7523
Si  9.6679  10.0472  35.7523
Si  0  0  38.1205
Si  3.8672  0  38.1205
Si  7.7343  0  38.1205
Si  1.9336  3.3491  38.1205
Si  5.8008  3.3491  38.1205
Si  9.6679  3.3491  38.1205
Si  0  6.6981  38.1205
Si  3.8672  6.6981  38.1205
Si  7.7343  6.6981  38.1205
Si  1.9336  10.0472  38.1205
Si  5.8008  10.0472  38.1205
Si  9.6679  10.0472  38.1205
Si  0  2.2327  38.9098
Si  3.8672  2.2327  38.9098
Si  7.7343  2.2327  38.9098
Si  1.9336  5.5818  38.9098
Si  5.8008  5.5818  38.9098
Si  9.6679  5.5818  38.9098
Si  0  8.9308  38.9098
Si  3.8672  8.9308  38.9098
Si  7.7343  8.9308  38.9098
Si  1.9336  12.2799  38.9098
Si  5.8008  12.2799  38.9098
Si  9.6679  12.2799  38.9098
Si  -0.2261  0.0489  28.5498
Si  4.006  -0.0831  28.5363
Si  7.78  -0.0288  28.7831
Si  1.8001  3.232  28.424
Si  5.7233  3.4147  29.0209
Si  9.3919  3.2998  28.754
Si  -0.0535  6.6469  28.5033
Si  3.8812  6.6593  28.67
Si  7.4335  6.7761  28.5342
Si  1.8227  9.9224  28.6881
Si  5.5631  10.1344  28.7596
Si  9.5982  10.057  28.6487
Si  -0.1418  2.2574  29.3663
Si  3.7554  2.1637  29.2954
Si  7.601  2.1556  29.7028
Si  1.8844  5.4935  29.2533
Si  5.7197  5.6427  29.7281
Si  9.4902  5.6263  29.1868
Si  -0.1248  8.8482  29.4372
Si  3.757  8.8687  29.5469
Si  7.5882  8.9902  29.3182
Si  1.8725  12.2899  29.1173
Si  5.8151  12.2997  29.6031
Si  9.657  12.2247  29.6
Si  -0.051  2.2395  31.7527
Si  3.8041  2.1868  31.7226
Si  7.672  2.1939  32.0018
Si  1.9036  5.5368  31.6824
Si  5.7575  5.6229  32.0201
Si  9.5932  5.5942  31.6484
Si  -0.065  8.8853  31.8007
Si  3.795  8.9042  31.8827
Si  7.668  8.9393  31.74
Si  1.8922  12.2883  31.6087
Si  5.7976  12.2718  31.9268
Si  9.66  12.2517  31.9229
Si  1.8779  1.0933  32.5363
Si  5.7137  1.1046  32.6659
Si  9.6584  1.1075  32.6422
Si  -0.0579  4.4827  32.5066
Si  3.8061  4.4216  32.5782
Si  7.725  4.4752  32.6273
Si  1.8688  7.7518  32.582
Si  5.7639  7.8676  32.6702
Si  9.59  7.7933  32.5554
Si  0.0218  11.1363  32.5684
Si  3.8002  11.1748  32.5578
Si  7.7221  11.1284  32.6485
Si  1.9285  1.1084  34.931
Si  5.7809  1.1178  35.0048
Si  9.6758  1.116  34.9896
Si  -0.0078  4.4723  34.9169
Si  3.8529  4.4533  34.9542
Si  7.7444  4.4701  34.9814
Si  1.9233  7.8004  34.9553
Si  5.8035  7.8297  35.0073
Si  9.6555  7.808  34.9413
Si  0.0125  11.1605  34.9491
Si  3.8521  11.169  34.9426
Si  7.7344  11.1525  34.9945
Si  0.0193  0.0081  5.1488
Si  3.8727  0.0023  5.1791
Si  7.7329  0.0057  5.1508
Si  1.934  3.3477  5.1543
Si  5.7935  3.3403  5.1289
Si  9.6684  3.3543  5.1548
Si  0.0028  6.6787  5.1097
Si  3.869  6.6878  5.1114
Si  7.7454  6.7051  5.1564
Si  1.9395  10.0596  5.0821
Si  5.822  10.0678  5.111
Si  9.66  10.05  5.079
Si  0.0947  0.0301  7.5307
Si  3.916  0.0059  7.5891
Si  7.7752  0.0377  7.5329
Si  1.9425  3.3494  7.5408
Si  5.7783  3.3228  7.4956
Si  9.6724  3.3759  7.5422
Si  0.045  6.6441  7.4628
Si  3.9181  6.6833  7.464
Si  7.7951  6.7294  7.5447
Si  1.9951  10.0796  7.4136
Si  5.9117  10.1364  7.4629
Si  9.693  10.0654  7.4093
Si  -0.0012  2.2661  8.3712
Si  3.851  2.2383  8.4117
Si  7.7212  2.2764  8.3227
Si  1.9912  5.5816  8.3256
Si  5.8571  5.5554  8.2288
Si  9.7238  5.5991  8.3803
Si  0.0415  8.9173  8.0137
Si  3.9798  8.972  8.0349
Si  7.8006  8.9951  8.329
Si  2.005  12.2425  8.3857
Si  5.8757  12.3292  8.4262
Si  9.75  12.2942  8.1869
Si  0.0005  2.2722  10.7764
Si  3.7989  2.2388  10.8411
Si  7.7003  2.2972  10.7021
Si  2.0411  5.5986  10.7234
Si  5.912  5.5236  10.5697
Si  9.7802  5.6099  10.7997
Si  0.0827  8.8654  10.2922
Si  4.088  8.9449  10.3178
Si  7.8742  9.0639  10.7342
Si  2.0997  12.1249  10.8084
Si  5.9495  12.3585  10.8756
Si  9.8844  12.2874  10.5095
Si  1.8389  0.9782  11.5283
Si  5.7729  1.2424  11.645
Si  9.6064  1.1047  11.3597
Si  0.1347  4.5203  11.6448
Si  3.9838  4.518  11.5489
Si  7.8178  4.521  11.5462
Si  2.1119  7.9289  10.9939
Si  5.9427  7.7833  11.1956
Si  9.8265  7.908  11.3858
Si  0.1005  10.9385  11.328
Si  4.1367  10.9755  11.523
Si  8.0195  11.3593  11.5431
O  15.6701  -9.9486  18.1701
O  14.9908  4.8766  22.0259
O  6.8487  -2.7145  18.6358
O  8.4845  11.7158  13.1442
O  1.4879  0.8178  13.1578
O  -0.4607  8.0702  16.9182
O  2.203  3.2692  23.9134
O  13.7926  15.9147  16.5788
O  17.4494  9.0572  14.9624
O  11.8778  4.5915  13.3165
O  4.1362  4.6139  13.218
O  7.6035  4.5286  15.8976
O  11.6808  6.6868  26.8387
O  -2.4067  3.826  17.9924
O  5.9697  3.8738  27.4544
O  5.0874  10.3624  27.1641
O  8.0562  13.3857  27.1253
O  1.6976  3.0274  26.7385
O  -0.8285  13.63  26.9833
O  8.9461  7.0335  24.4771
O  4.2649  6.6407  27.033
O  -0.5689  18.6917  24.6624
O  9.6921  10.1514  26.9871
O  7.6146  6.9132  14.6547
Si  15.2509  -0.385  18.5329
Si  -5.258  12.7333  21.7626
Si  7.9362  4.6818  21.7507
Si  -0.3043  4.7673  14.8417
Si  4.3073  5.8688  21.0865
Si  9.5439  3.403  19.5326
Si  3.6448  -10.1632  16.5996
Si  1.7365  10.5169  25.7522
Si  -10.2857  -3.5981  20.9383
Si  -3.2259  2.8347  25.6874
Si  -6.3992  1.1338  14.7942
Si  0.6188  2.1703  16.3976
Si  -2.2368  0.124  26.1225
Si  9.3788  12.9257  13.8409
Si  -0.5534  19.2368  19.7849
Si  0.6073  6.1675  25.3839
Si  22.6698  0.9968  19.1288
Si  -6.2438  -23.163  19.1727
Si  7.8534  3.4934  17.1265
Si  23.5444  6.6921  17.1317
Si  5.5626  6.6361  26.0192
Si  -8.4943  3.3458  22.5395
Si  -1.3504  -2.6519  25.5673
Si  18.3277  12.3213  18.7681
Si  4.5733  11.5832  26.1898
Si  2.4839  3.7318  25.4678
Si  -3.8326  0.4167  16.3086
Si  0.7944  -0.124  14.3029
Si  -16.8911  -2.9342  23.736
Si  1.6529  -4.9295  23.4923
Si  13.7781  8.0518  14.0573
Si  -15.0364  18.7493  14.6113
Si  -5.9752  3.728  25.8853
Si  9.4618  5.4619  24.2607
Si  -0.8238  11.2376  19.112
Si  -5.7202  15.8002  21.9332
Si  2.1501  1.1465  20.6245
Si  10.3071  -3.9579  16.7824
Si  6.1168  7.5287  14.3976
Si  10.9925  22.5868  13.8847
Si  -7.7724  5.5362  14.5398
Si  8.8228  8.5933  23.8839
Si  -8.3198  -1.4317  21.1389
Si  20.1441  -19.3023  20.9367
Si  13.6095  7.2206  19.4798
Si  -18.4933  -5.4586  23.2409
Si  8.1866  9.7544  18.867
Si  4.4727  9.9128  14.6292
Si  14.8456  12.4005  15.5569
O  -11.361  -2.5538  20.2922
O  0.7601  -4.5225  22.1782
O  1.8242  12.0796  14.7952
O  -8.401  11.7825  19.5036
O  11.1119  -16.2192  17.6514
O  9.1116  1.4481  25.1563
O  6.9984  -1.7852  22.7687
O  11.5424  10.3519  12.8874
O  -4.1187  9.4557  24.3263
O  2.007  9.769  24.3648
O  10.0407  22.9569  24.4398
O  13.4381  9.5353  27.0528
O  -9.6066  5.3036  25.5292
O  -0.8731  -0.5584  18.8512
O  12.245  8.3276  14.4846
O  16.8664  12.9352  18.3702
O  2.9526  12.9226  17.0735
O  12.1865  14.4431  20.2818
O  7.6857  18.0334  13.2152
O  -6.4386  6.8377  22.1066
O  7.0813  -0.6814  20.3088
O  5.2587  18.3951  20.0678
O  -4.0316  -7.1845  21.2699
O  -4.6927  6.9538  26.9275
O  -5.1459  -12.4967  22.2814
O  -2.915  4.3381  25.1385
O  -6.3158  9.4476  22.9276
O  6.7862  -9.6862  22.4221
O  4.8069  12.1924  21.6175
O  8.9216  2.9246  27.213
O  16.8337  7.6413  24.7729
O  14.0851  13.3029  21.6382
O  5.0931  6.4355  15.0347
O  11.388  3.3305  15.608
O  0.907  -7.0696  20.3097
O  -7.0858  15.9639  22.8172
O  12.4235  7.431  24.4028
O  3.0903  -5.561  23.0862
O  3.2076  -4.4651  14.9378
O  -0.6149  -0.7695  13.8133
O  5.7281  14.9337  13.302
O  6.3463  0.2537  15.5409
O  -3.5485  1.9972  16.5235
O  -17.6682  -10.9456  20.3139
O  13.3993  6.958  17.8648
O  2.3144  8.526  12.5266
O  16.0233  23.962  13.1241
O  -3.3244  3.7863  20.4517
O  -8.4989  0.9725  19.284
O  -1.3882  -3.5864  15.188
O  2.5664  6.4837  14.152
O  0.2348  -2.2447  25.6938
O  -7.3236  -2.2506  15.6757
O  -3.7519  8.4532  19.8029
O  8.8383  21.8125  22.2575
O  -2.3793  18.3326  22.7318
O  3.4529  6.7889  20.0492
O  -2.3887  0.9299  12.9931
O  17.0867  -2.0401  24.8512
O  5.7948  -21.5793  25.2394
O  12.12  5.8301  15.7688
O  10.7974  4.2673  20.1396
O  -1.5857  8.1835  13.0324
O  7.7738  13.0232  17.7327
O  -0.0351  1.858  17.8444
O  11.0165  -7.543  18.1617
O  2.9627  11.5844  25.8569
O  9.3234  -2.7177  19.6104
O  9.7842  5.3449  14.6996
O  -6.8224  2.3869  15.7595
O  2.5518  -2.7809  21.6529
O  -1.8448  1.7958  19.6753
O  8.9253  -0.2535  15.382
O  -1.6527  -6.5097  20.3701
O  2.3466  -10.8057  21.3217
O  8.7986  -4.1172  17.4158
O  1.803  -4.579  19.7344
O  3.4511  18.0409  15.8314
O  3.9053  26.9637  14.6306
O  -11.1417  0.7968  15.5759
O  -5.8748  -5.7486  12.8295
O  4.0559  3.3485  25.7168
O  -2.1338  12.1494  25.2145
O  4.6682  13.0351  26.9842
O  6.756  2.6522  25.3768
O  6.6042  3.6152  18.1451

Results
free energy: -215760.427 eV
free energy less fixed offsets of O -568.88, Si -635.61 eV per atom: -1.617 eV

Forces (eV/angstrom), in the order of the atoms: element, x, y, z
Si  0.0004  0.0201  -0.0005
Si  -0.0085  0.0207  -0.0119
Si  -0.0137  0.0011  0.0461
Si  -0.0013  -0.0036  0.01
Si  -0.0147  -0.0004  0.0249
Si  0.009  0.0146  0.0011
Si  -0.0023  -0.0069  0.0132
Si  -0.0106  -0.0081  0.03
Si  0.0041  0.0265  0.0193
Si  -0.012  -0.0262  -0.0014
Si  0.0078  0.004  -0.0475
Si  -0.0192  -0.0335  -0.0226
Si  0.0548  -0.0059  -0.0022
Si  -0.019  -0.0582  -0.0031
Si  0.0308  -0.0097  -0.0168
Si  0.0015  -0.0773  0.0045
Si  -0.018  -0.0488  0.0013
Si  0.004  0.0121  -0.0074
Si  -0.0005  -0.0129  -0.0101
Si  0.0357  0.0039  -0.0135
Si  0.0081  -0.0465  -0.0062
Si  0.0001  0.0568  -0.003
Si  0.0565  0.0672  -0.0046
Si  0.0148  0.0817  0.0106
Si  0.1616  0.0227  0.0984
Si  -0.0501  -0.0796  0.0476
Si  0.0602  0.0226  0.2487
Si  0.0261  -0.1671  -0.0707
Si  -0.0559  -0.1188  -0.0674
Si  0.002  0.0366  0.2118
Si  0.0087  -0.058  -0.0332
Si  0.1182  0.0416  0.1583
Si  0.0185  -0.0922  -0.0886
Si  -0.018  0.1715  -0.1202
Si  0.1706  0.2131  -0.0661
Si  0.039  0.2306  -0.3522
Si  0.1224  -0.0729  0.0252
Si  -0.2374  -0.0711  0.1125
Si  -0.0273  -0.0063  -0.0048
Si  -0.1928  -0.0698  -0.2017
Si  -0.039  0.1  -0.0001
Si  0.1251  0.0678  0.0482
Si  -0.1412  -0.0724  -0.0953
Si  -0.0712  -0.0759  -0.0926
Si  0.0419  0.0226  0.1673
Si  0.0074  -0.0758  -0.0401
Si  -0.1771  0.1538  0.1618
Si  0.1296  -0.0957  -0.0858
Si  0.0334  -0.0223  -0.0152
Si  -0.0708  -0.0238  -0.0171
Si  -0.0172  -0.0062  0.0081
Si  -0.0652  -0.0171  0.0102
Si  -0.0208  0.0549  0.0143
Si  0.0482  0.0349  0.0059
Si  -0.0488  -0.0117  0.004
Si  -0.0197  -0.0221  0.0146
Si  0.0135  0.021  -0.0018
Si  0.0045  -0.0266  0.0058
Si  -0.058  0.0862  0.0056
Si  0.046  -0.0214  0.0108
Si  -0.0036  -0.0174  0.011
Si  0.0118  -0.022  -0.0251
Si  0.0112  -0.004  -0.0343
Si  0.001  0.0053  -0.0266
Si  0.0134  -0.003  0.0009
Si  -0.0058  -0.0143  0.0178
Si  0.0047  0.0096  -0.0011
Si  0.0102  0.0153  -0.0081
Si  -0.0049  -0.021  -0.0258
Si  0.0097  0.0237  0.0209
Si  -0.0064  -0.0086  0.0255
Si  0.0206  0.0293  -0.0165
Si  0.0006  -0.0002  -0.0057
Si  0.0038  -0.0012  -0.0033
Si  -0.0011  -0.0033  -0.0059
Si  0.0036  -0.0026  -0.0059
Si  0.0049  -0.0001  -0.0022
Si  0.0089  -0.0005  -0.0055
Si  0.0007  -0.0016  -0.0098
Si  -0.0012  -0.0055  -0.0049
Si  0.0063  0.0027  -0.0059
Si  0.0006  -0.001  -0.0039
Si  0.0034  -0.0005  -0.0052
Si  -0.0024  0.0006  -0.0066
Si  -0.0077  0.0012  0.0047
Si  -0.0018  0.0004  0.0024
Si  -0.0034  0.0005  0.0039
Si  0.0018  0.003  0.0047
Si  -0.0034  -0.0007  0.0086
Si  -0.0037  -0.0011  0.0038
Si  0.002  0.0017  0.006
Si  0  0.0024  0.0045
Si  -0.003  -0.001  0.0046
Si  -0.0021  -0.0001  0.0037
Si  -0.0006  0.0031  0.0043
Si  0.0023  0.0007  0.0058
Si  0.0026  -0.001  -0.0051
Si  0.0025  0.0008  -0.0028
Si  0.0025  0.0004  -0.002
Si  -0.0005  0.0022  -0.0037
Si  -0.0027  -0.0042  -0.0063
Si  0.0026  -0.0008  -0.0005
Si  -0.0015  0.0001  -0.0036
Si  0.0013  0.0006  -0.0017
Si  0.0027  0.0016  -0.0049
Si  -0.0005  -0.0008  -0.0029
Si  -0.0003  -0.0029  -0.0036
Si  -0.0036  -0.0003  -0.0029
Si  -0.0027  0.0007  -0.0003
Si  -0.0038  0.0008  0.0019
Si  -0.0002  0  0.0033
Si  -0.0037  0.0017  0.0017
Si  0.002  0.0007  0.0014
Si  0.0014  0.0009  0.0007
Si  0  -0.0033  0.0016
Si  -0.0007  0.003  0.0032
Si  -0.0007  0.0004  0.0002
Si  0.0024  -0.0009  0.0023
Si  0  -0.0004  0.0018
Si  0.001  0  0.0035
Si  0.0021  0  0.0019
Si  0.0003  0.0005  0.0029
Si  0.0014  0.0007  0.002
Si  0.0009  0.0004  0.0013
Si  -0.0016  -0.0013  0.0014
Si  0.0013  -0.0005  0.0022
Si  -0.0004  -0.0006  0.0014
Si  0.0004  0.0014  0.0025
Si  0.0002  -0.0004  0.0012
Si  0.001  -0.001  0.0018
Si  -0.0005  -0.0002  0.0013
Si  0.001  -0.0007  0.0012
Si  0  0.001  -0.0015
Si  -0.0011  0.0011  -0.0009
Si  -0.001  0.002  0.0001
Si  -0.0004  0.0018  -0.0016
Si  -0.0005  -0.0004  -0.001
Si  -0.001  0.0007  -0.0011
Si  -0.0006  -0.0007  -0.0033
Si  0  -0.0013  -0.0021
Si  -0.0002  0  -0.0002
Si  -0.0007  0.0009  -0.0031
Si  0.0003  0.0006  -0.0022
Si  -0.002  -0.0005  -0.0024
Si  0.0029  0.0017  -0.0002
Si  -0.0013  -0.0009  -0.0008
Si  0.001  -0.0016  -0.0033
Si  -0.0008  -0.0014  0.001
Si  -0.0029  0.0002  -0.0012
Si  -0.004  -0.0006  -0.0004
Si  0.0015  -0.0035  -0.0008
Si  -0.0011  0  0.0003
Si  -0.0001  -0.0001  0.0004
Si  0.0038  -0.0019  0.0006
Si  0.0039  0.0038  -0.0029
Si  -0.0017  0.0011  -0.0016
Si  0.0022  0.0001  0.0047
Si  0.0002  0.0007  0.0042
Si  0.0048  0.0007  0.0027
Si  0.0005  0.0014  0.0048
Si  0.0022  0  0.0037
Si  -0.0044  -0.0011  0.0037
Si  0.0001  0.0021  0.0027
Si  -0.005  -0.0026  0.0081
Si  0.0008  -0.0041  0.0047
Si  0.0025  0.0041  0.0061
Si  0.0008  0.0009  0.0071
Si  -0.0055  0.0005  0.0021
Si  0.0012  0.0019  -0.0078
Si  0.0021  0.0014  -0.0071
Si  0.0014  0.0003  -0.0049
Si  -0.0032  -0.0006  -0.007
Si  0.002  0.0037  -0.0064
Si  0.0003  0.0038  -0.006
Si  -0.0008  -0.0077  -0.0049
Si  0.002  -0.0025  -0.0078
Si  0.0049  0.0051  -0.0074
Si  -0.0054  -0.0072  -0.0059
Si  -0.0019  -0.0083  -0.004
Si  0.0094  -0.0104  -0.001
Si  -0.0057  -0.0007  0.0039
Si  -0.0022  0.0004  0.0038
Si  -0.0033  0.002  0.0051
Si  -0.0016  -0.0008  0.0102
Si  -0.0007  -0.0012  0.0072
Si  0.0015  0.0021  0.0085
Si  0.0012  0.0049  0.0002
Si  -0.0086  -0.0056  0.0033
Si  -0.0053  -0.0082  0.0056
Si  -0.0022  0.0206  0.0153
Si  0.004  0.0078  0.0042
Si  -0.0083  0.003  0.0034
O  -0.0017  -0.0005  -0.0021
O  -0.0004  -0.0003  0.0005
O  -0.0003  0.0007  -0.0002
O  0.0003  -0.0022  -0.0057
O  0.0021  0.0018  -0.003
O  0.0032  -0.0016  -0.0008
O  0.0001  -0.0001  0.0039
O  0.0003  0  0.0008
O  -0.0008  -0.0014  0.0012
O  0.0016  -0.0011  -0.0106
O  0.0007  -0.001  -0.0043
O  0  -0.0001  0.0001
O  -0.0004  -0.008  -0.0013
O  -0.0025  -0.0006  -0.0012
O  -0.0031  -0.003  0.0076
O  -0.0006  -0.0022  0.0045
O  -0.0028  0.002  0.0041
O  -0.0004  0.0006  0.0106
O  0.0039  0.0001  0.005
O  0.0007  -0.0021  -0.0002
O  -0.0013  -0.0001  0.0039
O  0.0066  0.0118  0.0001
O  0.0005  0.0001  0.0036
O  -0.0045  -0.0005  -0.0006
Si  -0.0004  0.0003  0.0012
Si  -0.0006  0.0009  -0.0002
Si  -0.002  0.0002  -0.0003
Si  0  -0.0029  0.0036
Si  -0.0003  -0.001  -0.001
Si  0.0002  -0.0008  0.0011
Si  -0.0016  -0.0007  0.0019
Si  -0.0035  -0.0072  -0.0067
Si  -0.0002  -0.0006  0.0004
Si  -0.0013  0.0021  -0.0029
Si  -0.0011  -0.0026  0.0043
Si  -0.0014  0.0005  0.0007
Si  0.0006  -0.0018  -0.0017
Si  0.0013  0.0008  0.0042
Si  0.0012  -0.0004  0.0021
Si  -0.0087  0.0086  -0.0091
Si  -0.0013  -0.0014  0.0016
Si  0.001  0.0007  0.002
Si  0.0003  -0.0006  0
Si  0.0001  -0.0008  0.0014
Si  -0.0016  0.0014  -0.003
Si  0.0015  -0.0006  -0.0017
Si  0.0019  -0.002  -0.0022
Si  0.0001  -0.0015  -0.0005
Si  0.0029  -0.0028  -0.004
Si  0.0007  0.0008  -0.0062
Si  -0.0003  0.0004  0.001
Si  -0.0013  -0.0015  0.0034
Si  0.0003  0.0006  0.0001
Si  -0.0042  -0.0001  0.0023
Si  0.0006  0.0042  -0.0013
Si  -0.0018  0.0023  0.0016
Si  0.001  -0.0002  -0.005
Si  0  -0.0037  0
Si  -0.0007  -0.0002  0.0015
Si  -0.0006  0.0005  0.0003
Si  -0.0006  -0.0033  0.0009
Si  -0.0019  0.0003  0.002
Si  0.0036  0.0006  -0.0011
Si  -0.0001  -0.002  0.0046
Si  -0.0028  0.0007  0.0027
Si  0.0001  0.0003  0.0007
Si  -0.0018  0.0005  0.0009
Si  -0.0004  -0.0004  -0.0008
Si  0.0015  -0.0002  0.0026
Si  0.0008  -0.002  -0.0002
Si  -0.0004  0.0004  0.0011
Si  -0.0009  0.0011  -0.0009
Si  0.0003  -0.0005  0.0004
O  0.0013  -0.0012  0.0005
O  0.0029  -0.002  0.0039
O  -0.0013  0.0002  0.0002
O  -0.0002  0.0001  -0.0002
O  0.0006  0.0004  0.0003
O  0.0006  -0.0006  0.0013
O  -0.0004  -0.0017  0.0006
O  0.0016  0.0019  -0.0122
O  -0.0004  0.0005  -0.0009
O  -0.0027  0.0028  -0.0006
O  -0.0002  0.0014  0.0005
O  -0.0005  0.0006  0.0005
O  -0.0004  0  0.0005
O  -0.0002  0.0007  0.0003
O  0.0005  -0.0009  -0.0026
O  -0.0004  -0.0004  0.0001
O  -0.0003  -0.0007  -0.0018
O  0.0008  0.0011  -0.0006
O  -0.0017  -0.0025  -0.0075
O  -0.0004  0.0012  0.0021
O  -0.0001  -0.0004  -0.0002
O  -0.0008  0.0001  0.0005
O  0  -0.0004  0.0007
O  0.0015  -0.0007  0.0046
O  0.0005  -0.0005  0
O  0.005  0.0015  -0.0029
O  -0.0001  -0.0007  0.0001
O  -0.0001  -0.0007  0.0002
O  -0.0006  -0.0004  -0.0003
O  0.0004  0.0002  0.0058
O  0.0007  -0.0008  -0.0001
O  0.0003  -0.0006  -0.0018
O  -0.0009  0.0003  -0.0001
O  -0.0004  0.0017  -0.0006
O  0  -0.0002  -0.0005
O  -0.001  0.0008  -0.0001
O  0.0006  -0.0041  0.0147
O  -0.0013  0.0009  0.0024
O  -0.0029  -0.0036  0.0005
O  0.0006  -0.0006  -0.0006
O  0.0017  0.0004  -0.0052
O  -0.0018  0.0004  0.0002
O  -0.0007  0.0008  0.0003
O  -0.0002  -0.0003  -0.0004
O  -0.001  -0.0006  -0.0006
O  -0.0018  -0.0089  0.0045
O  -0.0011  -0.0011  0
O  0.0003  0.0001  -0.0006
O  0.0003  -0.0015  -0.0009
O  0.0013  -0.0008  -0.0043
O  0.0004  0.0023  0.0031
O  0.0014  -0.0029  0.0017
O  -0.0005  -0.0011  0.0005
O  -0.0002  -0.0003  0.0007
O  0  0.0009  0.0009
O  0.0024  0.0005  0.0071
O  -0.0025  0.001  -0.0007
O  0.0002  -0.0007  -0.0034
O  -0.0016  0.0006  0.0014
O  0.0002  -0.0009  0.0002
O  0.0004  0.0003  -0.0003
O  -0.0009  -0.0003  -0.0005
O  0.0006  0.0021  -0.0033
O  -0.0003  0.0002  -0.0008
O  -0.0001  0.0001  -0.0011
O  -0.0005  0.0009  -0.0009
O  0.0013  0.0005  0.0025
O  -0.0004  -0.0005  -0.0003
O  -0.0003  0.0003  0.0004
O  0.0006  -0.0009  -0.0001
O  -0.0005  -0.0006  -0.0015
O  0.0003  0  -0.0008
O  0.0009  -0.0012  -0.0008
O  -0.001  -0.0003  0.0004
O  -0.0007  0.0007  0.0013
O  0  -0.0006  -0.0005
O  -0.001  -0.0003  0.0018
O  0.0011  0.002  -0.0017
O  -0.0002  0.0001  -0.0005
O  0.0004  -0.0021  -0.0021
O  -0.0003  0.0001  0
O  0.0022  -0.0003  0.0006
O  0  0.0013  0.0003
O  -0.0033  0.0038  0.0058
O  -0.0008  0.0008  -0.0001
O  0.0005  -0.0001  -0.0007

The program warned: the cutoff lies below the one the program advises for these potential files; the exchange-correlation potential is rough where the density is thin.
